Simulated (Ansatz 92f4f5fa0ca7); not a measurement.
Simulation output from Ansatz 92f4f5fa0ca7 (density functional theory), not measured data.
Periodic cell of 208 atoms, Si128O80, from a study of silicon, its oxide and their interface. The atomic structure is a simulated model.
This geometry differs little from another in the collection (a relaxation step or a small displacement).

Settings: functional r2SCAN; potential files Ansatz PAW; basis plane waves; wave-function cutoff 800 eV; density cutoff ratio 5; exchange-correlation grid ratio 1; k mesh 1 x 1 x 1, shifted by 0.5 0.5 0 of a step; self-consistency stop 1e-10 eV per atom in the density residual; occupations fixed; spin none; net charge 0.

Cell vectors (angstrom)
a  10.88  0  0
b  0  10.88  0
c  2.8738  4.684  29.8952

Atoms: element, x, y, z (angstrom)
Si  1.2453  -0.9978  -0.0061
Si  3.8898  1.6078  0.0531
Si  1.591  3.719  0.0439
Si  4.2738  -4.2744  0.1843
Si  -3.896  -1.7487  0.1433
Si  -1.0676  1.1594  0.0015
Si  6.5387  4.4707  0.2198
Si  -1.6643  -3.899  0.131
Si  2.7581  0.058  1.4181
Si  5.4283  2.7727  1.3807
Si  2.6929  -5.5159  1.3564
Si  5.445  -2.7804  1.5424
Si  -2.7181  -0.0147  1.2476
Si  0.0199  2.6733  1.4194
Si  8.1204  5.5135  1.5647
Si  0.0564  -2.6978  1.2086
Si  1.3673  1.3471  2.8169
Si  4.0571  4.0698  2.7904
Si  1.34  -4.0835  2.6419
Si  4.0813  -1.3381  2.7582
Si  6.8151  1.3498  2.6508
Si  9.5328  4.0699  2.74
Si  6.7704  6.7958  2.9494
Si  -1.3305  -1.361  2.654
Si  -0.0118  -0.0407  4.0959
Si  2.7152  2.7194  4.1486
Si  0.0088  -5.4225  4.0638
Si  2.6977  -2.7369  4.0504
Si  5.4614  0.0258  4.0731
Si  8.1584  2.6932  4.0614
Si  5.4011  5.3986  4.1928
Si  8.2008  -2.6724  4.1215
Si  1.3307  -1.3661  10.8667
Si  4.0901  1.3899  10.834
Si  1.3718  4.0583  10.9083
Si  4.1226  -4.0709  10.8206
Si  6.7899  -1.3664  10.9195
Si  -1.3631  1.3393  10.8761
Si  6.8087  4.0958  10.9037
Si  -1.3721  -4.1082  10.7999
Si  2.6895  0.0635  12.1442
Si  5.4719  2.6872  12.2411
Si  2.8152  5.4466  12.1755
Si  5.4186  -2.7472  12.2606
Si  -2.7158  -0.0003  12.2711
Si  -0.0263  2.6857  12.2522
Si  8.1628  5.5054  12.2303
Si  -0.0348  -2.7995  12.1739
Si  1.3186  1.2912  13.6097
Si  4.1265  4.0632  13.5712
Si  1.4395  -4.0822  13.4927
Si  4.0441  -1.2621  13.4746
Si  -4.033  1.393  13.6852
Si  -1.3807  4.1194  13.5618
Si  6.7895  -4.0919  13.6722
Si  -1.4428  -1.5157  13.5521
Si  0.1023  -0.3693  14.7989
Si  2.5323  2.8989  14.8198
Si  0.3319  -5.7094  14.7401
Si  2.4846  -2.388  14.7723
Si  5.5752  -0.1743  14.8949
Si  -2.8626  3.0103  15.003
Si  5.706  5.1548  14.9601
Si  -3.0747  -2.4578  15.0556
Si  0.6136  1.4742  -6.8999
Si  -1.2126  1.2969  17.0929
Si  -1.7464  -5.3865  -4.3359
Si  4.2462  4.4922  20.651
Si  -2.4472  1.5051  -2.6517
Si  7.6712  0.0988  19.2569
Si  3.7426  1.1675  17.0855
Si  1.9921  -1.1978  -3.0535
Si  -0.5633  -0.2056  -4.5553
Si  3.855  -4.12  16.9311
Si  7.124  4.1981  -2.7303
Si  4.5742  -3.2273  -5.9421
Si  -0.7327  -3.0192  -6.0437
Si  0.9685  -3.7966  21.4852
Si  7.4653  3.8625  -6.3327
Si  5.4913  -3.7995  19.4681
Si  4.3649  5.0823  -3.9849
Si  5.0295  1.6304  19.9148
Si  4.6999  2.7452  -5.7355
Si  6.3369  -4.5436  -8.0353
Si  0.9949  -4.94  17.4123
Si  7.9649  -2.6522  18.1663
Si  2.6332  -3.9299  -2.3809
Si  1.9072  -4.2465  -7.2251
Si  1.2182  0.4549  18.3405
Si  2.6759  3.5731  -7.582
Si  0.8444  1.6365  20.9384
Si  4.4009  -0.2595  -4.6236
Si  1.1917  4.4753  19.9075
Si  0.0622  -5.3897  -1.9578
Si  0.1026  -2.4062  18.976
Si  5.7967  0.0658  -1.9265
Si  1.353  -1.3936  5.4461
Si  4.0977  1.3554  5.4621
Si  1.3531  -6.7752  5.4562
Si  4.0446  -4.0677  5.4615
Si  6.8121  -1.3243  5.4534
Si  9.5148  1.3437  5.4331
Si  6.8081  4.034  5.4718
Si  -1.3425  -4.0796  5.4469
Si  2.7233  -0.0173  6.7897
Si  5.4459  2.6979  6.8383
Si  2.7062  -5.4241  6.8199
Si  5.4369  -2.71  6.7869
Si  8.1555  0.0223  6.8211
Si  -0.0059  2.7128  6.7837
Si  -2.7036  -5.4513  6.7939
Si  0.0033  -2.7378  6.8237
Si  1.3654  1.3576  8.1413
Si  4.084  4.0962  8.15
Si  1.3528  -4.093  8.1869
Si  4.0764  -1.3651  8.1572
Si  6.7994  1.3524  8.2025
Si  -1.3585  4.0526  8.1555
Si  6.81  -4.0758  8.1305
Si  9.5124  -1.3573  8.1497
Si  -0.0056  -0.0015  9.4983
Si  2.7214  2.7383  9.4951
Si  0.007  -5.4874  9.5154
Si  2.7142  -2.7186  9.5177
Si  5.4338  -0.0243  9.5326
Si  8.16  2.723  9.5445
Si  5.4716  5.4372  9.4931
Si  8.1448  -2.7038  9.5068
O  1.2505  -1.4384  15.3109
O  2.0423  -1.1726  -1.4376
O  3.4165  -2.8612  16.0209
O  0.0309  0.0169  -0.3826
O  4.6093  -1.6742  -5.4274
O  2.7327  2.6528  -0.4837
O  8.1092  -2.8108  -0.4252
O  6.6652  -1.3128  15.3222
O  0.3843  -0.9161  18.4534
O  7.8769  2.8709  -3.3435
O  3.2104  -3.4208  -6.7797
O  4.9036  0.3848  16.2778
O  -1.8124  0.4673  -3.7505
O  6.494  1.1557  19.4723
O  -1.4899  -2.6937  18.9362
O  3.6213  -3.5785  -1.1528
O  4.7544  -4.4671  -4.8777
O  6.9629  -3.7615  18.7851
O  5.0516  -4.9902  16.2648
O  -1.4006  1.8346  -1.4619
O  2.5283  -2.6962  -3.4374
O  -0.4135  5.1281  -3.4756
O  4.2099  1.6742  18.5282
O  1.3455  3.9582  15.1772
O  7.183  0.8638  -1.8705
O  -0.8925  0.127  16.0058
O  2.4676  0.206  17.3456
O  -2.1368  4.425  -5.5036
O  -1.2038  -4.8531  -1.1178
O  -0.8705  -1.4874  -5.5192
O  5.5233  -0.2507  -3.4763
O  6.8395  4.0674  15.4872
O  -2.6484  -2.9098  16.5738
O  2.9567  -0.2045  -3.8898
O  -0.5214  0.8196  20.9759
O  7.265  3.9652  -1.1484
O  0.2546  1.6277  17.7147
O  0.7835  4.2123  -1.2954
O  6.0406  -1.3069  -1.1231
O  0.8516  -3.4691  18.035
O  5.3465  -2.7547  20.7008
O  2.5635  -5.0869  17.0163
O  1.1162  -4.1649  -1.8933
O  5.7784  -3.4286  -7.013
O  6.8909  5.0644  -7.2376
O  0.7464  -2.5689  20.4503
O  3.2599  2.4335  16.2013
O  1.8402  2.4885  -6.7136
O  -0.0428  -5.0194  16.1712
O  3.8453  3.7602  -4.7852
O  -1.5677  -3.9337  -5.0138
O  4.3626  -3.5066  18.3347
O  7.8898  -5.377  -3.3108
O  0.0145  0.9928  -5.4908
O  4.5959  0.9308  -1.2709
O  4.4421  0.6905  21.0951
O  1.0924  0.1366  -7.6876
O  5.5804  4.5048  -3.0906
O  3.1361  -5.297  -3.0727
O  8.1457  -0.3487  20.7392
O  4.2189  3.1716  -7.2401
O  0.4961  -0.7917  -3.4905
O  0.7347  -3.6975  -6.241
O  5.0462  3.115  20.5221
O  0.6528  4.7293  18.4092
O  7.2341  -1.2268  18.4357
O  5.4277  -5.3254  -0.3115
O  -2.0069  2.48  16.3065
O  -2.105  0.8184  18.3312
O  0.5412  3.1455  20.4934
O  7.9634  2.6103  -7.2002
O  6.2344  3.221  -5.51
O  -0.4021  2.3187  -7.8462
O  1.7498  0.935  19.7889
O  0.6207  -5.1942  20.7914
O  -1.3465  -3.0604  -7.5257
O  2.8131  4.4267  19.8913
O  4.5323  1.1379  -5.481
O  5.2208  -5.2845  20.011
O  2.2063  5.0448  -7.0971

Results
free energy: -127504.127 eV
free energy less fixed offsets of O -570.45, Si -639.56 eV per atom: -4.447 eV

Forces (eV/angstrom), in the order of the atoms: element, x, y, z
Si  0.0209  -0.0013  -0.1093
Si  0.0162  -0.0151  -0.0873
Si  -0.0147  0.0095  -0.0853
Si  -0.0143  0.0138  -0.0942
Si  -0.0178  0.0082  -0.0764
Si  -0.0058  0.0125  -0.0986
Si  0.0158  -0.0111  -0.1013
Si  0.0092  -0.0253  -0.0824
Si  -0.0007  0.0004  0.0073
Si  -0.0007  0.0009  0.0055
Si  0.002  -0.0015  0.0062
Si  -0.0001  -0.0021  0.0023
Si  0.0031  -0.0014  0.0038
Si  0  -0.0022  0.0054
Si  -0.001  -0.0012  0.0035
Si  -0.0008  0.0023  0.0043
Si  0.0002  -0.0011  0.0016
Si  0  -0.0002  -0.0006
Si  -0.0002  -0.0008  -0.0006
Si  -0.0008  0.0011  -0.0018
Si  0  -0.001  -0.0014
Si  0.0005  -0.0006  -0.0009
Si  0.0012  -0.0006  -0.0004
Si  0  -0.0003  0.0015
Si  -0.0008  -0.0003  0.0006
Si  0.0006  -0.0007  0.0007
Si  0.0012  0  0.0005
Si  -0.0005  -0.0014  0.0009
Si  0.0008  0.0001  0.0007
Si  -0.0004  -0.0011  0.0003
Si  -0.0011  -0.0011  0.0008
Si  0.0006  0.0012  0.0022
Si  0.0002  0.0001  0.0018
Si  -0.0009  0.0002  0.0003
Si  0  -0.001  0.0009
Si  0.0006  -0.001  0.0003
Si  0.0001  -0.0008  0.0008
Si  0.0007  -0.0011  0.0013
Si  -0.0004  -0.0001  0.0009
Si  0.0002  -0.0007  0.001
Si  0.0004  -0.0021  -0.0009
Si  0.0021  0.0019  -0.0011
Si  0.0003  -0.0009  -0.0002
Si  0.0014  0.0025  -0.0002
Si  -0.0019  -0.002  -0.0001
Si  0.0012  0.0013  0.0004
Si  0.0003  -0.002  -0.0009
Si  -0.0003  0.0003  0.0002
Si  0.0003  -0.0004  0.006
Si  -0.0006  -0.0003  0.0062
Si  0.0021  -0.0001  0.0069
Si  -0.0012  0.0007  0.0043
Si  0.0015  0.0002  0.0071
Si  -0.0018  -0.0006  0.0059
Si  -0.0009  -0.0018  0.0067
Si  0.0028  -0.001  0.0038
Si  0.0189  -0.0089  -0.0875
Si  -0.0103  0.006  -0.0912
Si  0.0002  -0.014  -0.096
Si  -0.0129  0.002  -0.0808
Si  0.0141  -0.0067  -0.0932
Si  -0.022  0.0114  -0.0881
Si  0.0145  -0.0173  -0.0865
Si  -0.011  0.007  -0.122
Si  0.0189  0.0079  -0.2438
Si  -0.0117  0.0225  -0.2229
Si  -0.0247  0.029  -0.2466
Si  0.0108  -0.0105  -0.2088
Si  -0.0019  -0.015  -0.2154
Si  0.0239  0.0056  -0.2397
Si  0.0182  0.0044  -0.2317
Si  -0.0173  0.0316  -0.2275
Si  0.0295  0.0057  -0.2536
Si  0.0077  -0.0049  -0.2071
Si  -0.0219  0.0384  -0.2215
Si  0.0057  -0.0224  -0.2437
Si  0.0168  -0.0165  -0.2561
Si  -0.007  -0.0041  -0.2491
Si  -0.0103  -0.0114  -0.2421
Si  0.003  -0.0067  -0.2577
Si  0.0121  -0.0055  -0.2215
Si  -0.0016  0.0155  -0.2546
Si  -0.0035  0.0299  -0.2012
Si  -0.0063  -0.0001  -0.2596
Si  0.0001  0.0009  -0.2191
Si  0.02  -0.0147  -0.2216
Si  -0.0018  -0.0238  -0.2
Si  -0.0188  -0.0238  -0.2359
Si  -0.0009  0.0037  -0.2186
Si  -0.0428  0.0007  -0.2339
Si  0.0058  0.0132  -0.2584
Si  -0.0069  -0.0029  -0.2284
Si  -0.0116  0.005  -0.2106
Si  -0.0037  0.0131  -0.1993
Si  -0.0185  -0.0061  -0.2135
Si  0.0181  0.0089  -0.1991
Si  0.0003  -0.0012  0.0007
Si  0.0008  -0.0001  0.0003
Si  -0.0002  -0.0003  0.0006
Si  -0.0003  -0.0003  0.0006
Si  0.0002  0.0001  0.0006
Si  -0.0009  0.0001  0.0018
Si  0.0002  -0.0013  0.0004
Si  0.0011  -0.0001  0.001
Si  0.0001  -0.0007  0.0006
Si  0  -0.0008  0.0014
Si  0.0002  -0.0003  0.0011
Si  0.0003  -0.0003  0.0007
Si  0.0005  -0.0002  0.0015
Si  0.0002  -0.0009  0.0006
Si  -0.0002  -0.0007  0.001
Si  0.0001  -0.0006  0.0013
Si  0.0002  -0.0006  0.0016
Si  0.0002  -0.001  0.0012
Si  -0.0003  -0.0003  0.0013
Si  -0.0001  -0.0006  0.0011
Si  -0.0002  -0.0005  0.0014
Si  0.0001  0.0001  0.001
Si  0.0003  -0.0007  0.0017
Si  0  -0.001  0.0014
Si  0.0002  0.0002  0.0007
Si  0.0005  -0.0008  0.0011
Si  -0.0001  -0.0008  0.0008
Si  0.0004  -0.0004  0.0006
Si  0.0001  -0.0004  0.0011
Si  0.0003  -0.0001  0.0012
Si  0  0.0001  0.0009
Si  0.0001  -0.0009  0.0011
O  -0.0014  0.0012  0.0504
O  -0.0194  0.0035  0.1658
O  0.0287  -0.0405  0.1021
O  -0.0046  -0.0006  0.0538
O  -0.0069  0.0719  0.1019
O  -0.0006  -0.0003  0.0457
O  -0.0002  0.003  0.0428
O  0.0053  -0.0069  0.0554
O  -0.0019  -0.0222  0.0754
O  0.0036  -0.0212  0.0852
O  0.0568  0.0258  0.1077
O  -0.0464  0.0328  0.1177
O  -0.054  0.048  0.1241
O  -0.0205  0.0083  0.0828
O  0.029  0.0053  0.08
O  0.0438  -0.0076  0.1309
O  -0.0082  -0.0651  0.1293
O  -0.042  -0.0149  0.0954
O  -0.0424  0.0402  0.1086
O  0.0368  -0.0085  0.1348
O  -0.0041  -0.0142  0.0887
O  0.0509  -0.0032  0.1399
O  0.0443  0.0163  0.1713
O  -0.0024  0.0041  0.0486
O  -0.023  -0.0159  0.0757
O  -0.0295  0.0366  0.1149
O  -0.037  -0.0065  0.0929
O  0.0414  0.0399  0.1349
O  -0.032  0.0379  0.1061
O  0.0017  0.0557  0.1107
O  0.0443  0.009  0.154
O  -0.0011  0.0002  0.041
O  0.004  0.0012  0.1796
O  -0.0325  -0.0204  0.097
O  -0.0317  -0.0166  0.1012
O  -0.0127  0.0031  0.1571
O  0.0389  -0.0146  0.093
O  0.0348  -0.0399  0.0987
O  0.0267  -0.0376  0.0962
O  -0.0221  0.05  0.1054
O  0.0012  0.0395  0.1788
O  -0.0232  -0.0024  0.0743
O  -0.0184  -0.0089  0.069
O  -0.0497  0.0381  0.1371
O  0.0249  -0.0573  0.121
O  0.032  -0.0396  0.1564
O  0.026  -0.0403  0.1135
O  0.0013  -0.0117  0.0827
O  0.0224  0.0218  0.1326
O  -0.0007  0.0484  0.1117
O  -0.0215  -0.0582  0.1175
O  0.0485  0.0118  0.1493
O  -0.0272  -0.0252  0.0992
O  -0.0444  -0.0587  0.1621
O  -0.04  0.0332  0.1042
O  -0.0043  -0.0394  0.1716
O  -0.0246  0.0414  0.1482
O  0.0482  -0.0177  0.101
O  -0.0473  0.0401  0.1102
O  0.0425  0.0026  0.169
O  0.0504  -0.0233  0.1246
O  0.0557  -0.0258  0.1119
O  -0.0363  0.0168  0.1032
O  -0.0055  0.0189  0.0778
O  0.0109  -0.0389  0.1419
O  -0.0071  0.0338  0.0878
O  -0.0041  0.003  0.056
O  0.0435  -0.0442  0.1084
O  -0.0556  -0.0372  0.1373
O  -0.0043  -0.0366  0.0852
O  -0.0468  0.0425  0.1394
O  -0.0231  -0.012  0.0932
O  0.0393  -0.0118  0.1067
O  -0.0091  0.0321  0.1516
O  0.0041  0.0504  0.1054
O  0.0497  -0.0024  0.1943
O  0.0298  0.0014  0.0813
O  0.0011  -0.0613  0.0901
O  -0.0191  -0.0376  0.0979
O  0.0049  0.0129  0.0774

The program warned: the cutoff lies below the one the program advises for these potential files; the forces do not sum to zero within the program's tolerance; empty levels may hold ghost states of the PAW files; the exchange-correlation potential is rough where the density is thin.
